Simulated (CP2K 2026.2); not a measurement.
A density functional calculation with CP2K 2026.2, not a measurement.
Periodic cell of 444 atoms, Si328O116, from a study of silicon, its oxide and their interface. The atomic structure is a simulated model.
Doubt: the forces sum to 1.08 eV/angstrom along one axis rather than to zero, so they err by at least 0.0024 eV/angstrom per atom on average; the grid cutoff is modest.

Settings
functional: PBE
method: Gaussian and plane waves
basis set: DZVP-MOLOPT-SR-GTH
pseudopotentials: GTH-PBE
grid cutoff: 350 Ry, relative cutoff 50 Ry
k points: Gamma only
occupations: fixed
spin: none
net charge: 0

Cell vectors (angstrom)
a 16.4025 0 0
b 0 16.4025 0
c 0 0 30.2673

Atoms: element, x, y, z (angstrom)
Si 16.2257 0.2651 30.0459
Si 2.5355 3.0677 30.0911
Si 0.0575 5.1856 30.066
Si 3.0966 7.9711 0.154
Si 15.9523 11.2592 0.0815
Si 3.283 13.1451 30.2201
Si 6.0526 15.6364 30.2121
Si 8.4587 2.3275 30.2286
Si 5.2394 5.7199 30.1934
Si 7.5344 8.7365 30.0693
Si 5.426 10.9326 0.4141
Si 8.221 13.4912 0.7192
Si 10.7243 0.1561 0.3791
Si 13.8164 2.3714 0.1334
Si 11.1639 5.3577 30.0891
Si 13.3837 8.4345 29.8127
Si 10.4323 11.5334 30.1935
Si 13.665 13.3899 30.0141
Si 1.5215 1.2974 1.1102
Si 4.0956 4.1194 1.2433
Si 1.2542 6.8311 1.1539
Si 4.094 9.4781 1.6353
Si 1.4067 12.2414 1.2088
Si 4.2378 14.8461 1.2722
Si 6.8501 1.1823 1.2349
Si 9.5531 4.1329 1.1137
Si 6.7701 6.957 1.2411
Si 9.4479 9.6293 1.0526
Si 6.7871 12.1509 1.8475
Si 9.5703 15.0407 1.7265
Si 12.3136 1.3322 1.5763
Si 14.977 4.1194 1.282
Si 12.4508 6.7947 1.1397
Si 14.7084 9.6737 1.2756
Si 12.1655 12.3753 1.3333
Si 15.0043 14.9879 1.0544
Si 0.0651 2.6903 2.537
Si 2.8295 16.3333 2.5378
Si 16.2655 8.2376 2.5259
Si 2.6689 5.4683 2.622
Si 0.0176 13.6895 2.5298
Si 2.6185 10.8915 2.7456
Si 5.4554 2.6613 2.5429
Si 8.1323 0.0365 2.8513
Si 5.5015 8.1289 2.8465
Si 8.2029 5.518 2.5135
Si 5.4161 13.6489 2.9172
Si 8.2999 10.7771 2.8586
Si 10.8929 2.8313 2.6813
Si 13.754 16.2958 2.6852
Si 10.9262 8.191 2.4421
Si 13.6894 5.5095 2.6675
Si 11.0093 13.6861 2.8831
Si 13.4912 10.9771 2.7285
Si 1.35 4.0698 4.0164
Si 4.1058 1.3364 3.9732
Si 1.2353 9.5041 4.0183
Si 4.0412 6.7699 4.0824
Si 1.3848 15.0397 3.9441
Si 4.0053 12.2392 4.145
Si 6.8287 4.0941 3.91
Si 9.5697 1.4394 4.1035
Si 6.8602 9.4904 4.1913
Si 9.5878 6.8446 3.9246
Si 6.8102 15.036 4.2083
Si 9.611 12.2609 4.1583
Si 12.312 4.1438 4.0274
Si 15.1043 1.3442 3.9978
Si 12.1781 9.5248 4.0192
Si 15.0473 6.856 4.0106
Si 12.3939 15.0522 4.1628
Si 15.0276 12.3281 3.9783
Si 16.394 0.0023 10.8968
Si 2.7267 2.7277 10.8875
Si 16.4022 5.4538 10.8774
Si 2.7329 8.1919 10.8524
Si 16.3964 10.9417 10.8708
Si 2.7351 13.6841 10.8924
Si 5.4696 0.003 10.8895
Si 8.203 2.7171 10.8739
Si 5.4594 5.4486 10.8702
Si 8.197 8.1881 10.8819
Si 5.468 10.9292 10.8818
Si 8.2105 13.6664 10.8772
Si 10.9411 16.3926 10.8687
Si 13.6655 2.7133 10.8886
Si 10.9248 5.4352 10.8957
Si 13.6653 8.1884 10.8835
Si 10.9365 10.9394 10.8817
Si 13.6667 13.6779 10.8716
Si 1.368 1.3622 12.2617
Si 4.1068 4.0852 12.2476
Si 1.3735 6.8361 12.2301
Si 4.0955 9.5553 12.2328
Si 1.3428 12.3286 12.2335
Si 4.1033 15.0513 12.2669
Si 6.8416 1.367 12.253
Si 9.5629 4.0562 12.2626
Si 6.8339 6.8037 12.2301
Si 9.5619 9.5738 12.2383
Si 6.8477 12.301 12.2553
Si 9.5875 15.0228 12.2532
Si 12.3016 1.3337 12.2629
Si 15.0399 4.0782 12.2516
Si 12.2885 6.8223 12.2366
Si 15.0304 9.5761 12.2293
Si 12.3036 12.318 12.2399
Si 15.0111 15.0423 12.2541
Si 16.3934 2.7023 13.6361
Si 2.7418 0.0236 13.6472
Si 0.0063 8.2205 13.5808
Si 2.7465 5.468 13.5924
Si 16.385 13.6969 13.6177
Si 2.7133 10.9492 13.561
Si 5.4756 2.73 13.6314
Si 8.2181 16.4004 13.604
Si 5.4885 8.1867 13.5872
Si 8.174 5.4216 13.6064
Si 5.487 13.6873 13.6164
Si 8.2325 10.9476 13.6349
Si 10.9247 2.6795 13.6348
Si 13.6392 16.3609 13.6616
Si 10.9137 8.1901 13.5908
Si 13.663 5.4608 13.5881
Si 10.961 13.6665 13.6457
Si 13.6754 10.957 13.5924
Si 1.3777 4.1043 14.951
Si 4.1229 1.3878 15.0304
Si 1.3383 9.6248 14.9432
Si 4.1374 6.8145 14.9553
Si 1.3331 15.0743 14.9913
Si 4.0748 12.3098 14.9164
Si 6.8389 4.0671 15.0289
Si 9.586 1.2886 15.0301
Si 6.8648 9.5379 14.9637
Si 9.5286 6.8114 14.9375
Si 6.8652 15.0638 14.9873
Si 9.6195 12.302 15.0342
Si 12.2956 4.086 14.9405
Si 15.0179 1.3219 15.0117
Si 12.301 9.5728 14.9189
Si 15.04 6.8471 14.9233
Si 12.2986 14.9939 15.0908
Si 15.0258 12.3256 14.9835
Si 16.3719 16.3881 16.4383
Si 2.7614 2.8111 16.3704
Si 16.3708 5.4553 16.2715
Si 2.7537 8.2516 16.2133
Si 0.012 11.0125 16.3606
Si 2.7111 13.6771 16.2842
Si 5.5 0.0023 16.3905
Si 8.2173 2.6622 16.3861
Si 5.4762 5.4555 16.4052
Si 8.1982 8.142 16.3657
Si 5.464 10.9458 16.2271
Si 8.2895 13.7633 16.3504
Si 10.9035 16.3326 16.4952
Si 13.6289 2.7138 16.3194
Si 10.9044 5.449 16.2604
Si 13.6989 8.2549 16.2539
Si 10.9951 10.8774 16.3854
Si 13.6714 13.5837 16.4681
Si 1.3308 1.5077 17.7031
Si 4.1085 4.1424 17.8224
Si 1.3688 6.8874 17.5171
Si 4.1118 9.5935 17.6092
Si 1.3996 12.3803 17.7491
Si 4.0462 15.0255 17.6585
Si 6.8958 1.3103 17.8557
Si 9.6173 4.0583 17.6955
Si 6.8289 6.8099 17.7968
Si 9.5992 9.4929 17.708
Si 6.8102 12.3864 17.4918
Si 9.6237 14.9177 17.9729
Si 12.2784 1.3975 17.7526
Si 14.989 4.097 17.6609
Si 12.2827 6.8753 17.5174
Si 14.9792 9.6717 17.6816
Si 12.3979 12.1095 17.8899
Si 15.0438 14.9324 17.8717
Si 16.3467 2.8699 19.1486
Si 2.6708 0.0682 18.9412
Si 0.0385 8.3009 18.8087
Si 2.6732 5.6743 19.0147
Si 0.0868 13.5731 19.3586
Si 2.7972 10.9697 18.999
Si 5.4993 2.7353 19.204
Si 8.344 16.4013 19.436
Si 5.3461 8.2179 19.0788
Si 8.2665 5.3786 19.0708
Si 5.4826 13.6577 18.9162
Si 8.0263 10.9133 18.7693
Si 11.0164 2.8167 19.1826
Si 13.6119 0.0105 19.0564
Si 11.1096 8.1781 19.0917
Si 13.5941 5.5343 18.8567
Si 10.9538 13.2866 19.3035
Si 13.7939 10.7834 19.4656
Si 0.8582 4.8517 20.2289
Si 4.2552 1.0776 20.3577
Si 1.4594 9.4978 20.2159
Si 3.6849 7.2518 20.5171
Si 1.1225 15.4856 20.4277
Si 4.4289 12.1031 20.3389
Si 7.1679 3.8461 20.5275
Si 9.6299 1.8347 20.8763
Si 6.5489 9.8394 20.2714
Si 9.9894 6.4647 20.2557
Si 6.5001 15.1378 20.4701
Si 9.3982 11.5159 20.4981
Si 12.2834 4.4144 20.5106
Si 15.1443 1.2112 20.4208
Si 12.6676 9.0229 20.8468
Si 14.929 7.021 19.9914
Si 12.2427 15.0061 20.3643
Si 15.6669 11.7142 20.7871
Si 14.4826 3.0963 25.8165
Si 0.6037 4.7812 23.0503
Si 2.7334 10.402 25.2678
Si 4.929 13.8986 22.6924
Si 7.6274 2.2087 27.0622
Si 5.3435 5.4652 22.6895
Si 12.7318 7.4043 25.4114
Si 7.7518 12.9282 25.8543
Si 8.9337 8.8613 21.7893
Si 11.0362 9.0763 23.7322
Si 12.9294 14.8655 23.1414
Si 3.0179 16.2812 22.6998
Si 3.1306 4.585 24.5958
Si 16.391 5.2736 26.9892
Si 14.6301 9.7292 25.2758
Si 10.4684 1.7755 26.2646
Si 2.8321 13.8896 27.2075
Si 6.1839 6.9627 25.1883
Si 1.1081 12.8897 25.1816
Si 15.5547 6.9961 24.6833
Si 3.3937 7.6799 25.3195
Si 10.2966 15.1629 22.5639
Si 14.7775 12.4867 23.8489
Si 6.5805 4.9832 27.3496
Si 8.7936 12.8438 23.0591
Si 15.8183 9.3412 28.0257
Si 11.2189 1.0223 23.5108
Si 11.1528 7.431 27.9203
Si 7.2587 15.7282 27.5155
Si 2.3345 3.3561 27.1111
Si 4.9766 12.2939 25.4845
Si 2.2259 8.8662 27.693
Si 1.8189 15.7062 25.2397
Si 12.441 3.2939 28.0146
Si 8.295 7.3732 27.2137
Si 10.4781 11.6672 25.2995
Si 11.5901 12.8612 27.7345
Si 14.3003 3.1256 22.6891
Si 0.0774 1.0323 26.9054
Si 10.2809 15.6235 27.9352
O 1.5276 4.7802 27.1956
O 16.2421 6.6437 26.1196
O 3.1187 2.9763 28.4997
O 15.0508 1.6916 26.4461
O 1.2005 4.0126 29.8816
O 15.8101 5.4579 28.5147
O 2.7744 9.0465 29.194
O 1.8111 11.5435 24.5552
O 15.5721 8.6328 24.4583
O 14.9574 12.4039 29.6779
O 2.8673 13.9325 28.8145
O 6.4415 12.0004 26.1519
O 7.0125 0.7306 26.6769
O 7.9295 2.431 28.6512
O 8.0502 5.7435 27.4082
O 4.0889 6.825 29.6901
O 5.8914 5.0065 28.8258
O 7.7089 8.1342 28.5268
O 6.436 9.9827 29.7348
O 4.4346 11.9811 29.7993
O 1.4681 13.0744 26.7651
O 10.1059 12.1963 23.7964
O 7.1181 14.3653 30.1322
O 11.2454 15.8767 29.224
O 9.7884 1.3785 30.0686
O 13.2614 3.7332 26.6849
O 15.1525 1.438 0.148
O 10.4748 6.3575 28.9491
O 12.1602 4.4364 29.1319
O 15.6769 4.1825 25.9971
O 0.6832 8.3746 27.7223
O 11.071 11.5877 28.6358
O 8.9452 2.3053 26.0959
O 12.9329 13.4634 28.4776
O 1.6181 4.1343 24.1588
O 4.3431 4.4354 23.5064
O 5.4356 16.3832 20.7039
O 3.4734 1.2168 21.8623
O 4.2613 15.3188 23.0896
O 15.2355 12.3065 22.297
O 4.4237 6.5356 21.8343
O 2.5131 8.3923 21.0242
O 1.9767 15.3472 21.844
O 0.4192 10.4976 21.1249
O 4.2924 10.8543 25.1594
O 3.9896 12.9821 21.695
O 6.317 4.6029 21.7227
O 8.3563 2.8997 21.2272
O 10.9487 15.7597 21.1726
O 8.7003 15.8717 28.2908
O 7.3474 9.1803 21.5772
O 5.4797 10.9405 20.9305
O 9.4559 9.0415 23.3161
O 9.2023 7.2955 21.4433
O 5.1094 13.0993 24.0934
O 6.3434 14.2403 21.9105
O 8.4042 11.8574 21.8288
O 7.7541 13.2018 24.2428
O 11.0808 5.4522 21.0529
O 13.1537 3.999 21.8935
O 13.3804 14.7008 21.5754
O 12.042 9.3264 22.423
O 11.5115 7.6194 24.3511
O 15.9988 5.9006 20.6519
O 13.9488 7.9209 21.0665
O 10.7558 1.8889 22.1829
O 15.7581 3.8243 22.7029
O 14.2007 11.0167 24.3607
O 16.3141 0.132 20.8931
O 13.9677 2.891 24.2774
O 3.4273 3.6288 25.9027
O 1.5644 4.7714 21.7356
O 2.5692 8.9136 24.5841
O 15.938 12.7686 24.9446
O 11.7198 12.3004 26.1789
O 6.668 3.4803 26.7077
O 13.3526 2.2194 28.818
O 7.5078 7.718 25.793
O 6.3527 6.2608 23.7244
O 11.0096 10.1528 24.9774
O 4.12 13.1123 26.594
O 9.1342 12.5793 29.927
O 12.1934 6.7577 26.8164
O 9.8327 9.919 20.8636
O 13.9606 6.5284 24.7533
O 13.3063 8.9016 25.7321
O 11.4401 14.2179 23.2459
O 2.3879 0.3677 24.1426
O 4.9615 8.0253 25.0421
O 5.679 5.8415 26.2791
O 2.9876 6.2144 24.7905
O 16.3977 6.2392 23.5186
O 14.6319 8.4192 28.6847
O 15.3605 10.1527 26.6692
O 12.6317 0.084 23.5085
O 2.3472 10.2709 26.8532
O 11.9858 8.536 28.8263
O 2.7844 15.399 26.5439
O 7.4641 14.3711 26.5921
O 1.6328 14.2632 24.4612
O 0.0074 0.3187 28.3763
O 3.1114 7.7304 26.9229
O 13.871 13.8572 24.0155
O 0.067 10.4523 29.0109
O 5.9619 15.7647 28.5265
O 9.9525 16.3545 23.6208
O 9.0289 14.2492 22.2609
O 11.2403 1.9726 24.8372
O 10.6423 0.203 26.6736
O 14.4693 1.7308 21.8569
O 0.3984 16.2701 25.8016
O 10.5217 14.0817 27.5158
O 9.8415 7.8958 27.0474
O 9.0861 12.0057 26.1798
O 11.0451 2.6879 27.4779
O 1.2848 2.1336 26.8279
Si 0.0491 16.3925 5.376
Si 2.741 2.7037 5.3622
Si 16.3881 5.4564 5.3808
Si 2.6683 8.1796 5.3975
Si 16.3436 10.9306 5.3878
Si 2.6676 13.6786 5.4265
Si 5.4195 0.028 5.4643
Si 8.1657 2.7908 5.4091
Si 5.4617 5.4006 5.3756
Si 8.2558 8.1124 5.4499
Si 5.4434 10.898 5.462
Si 8.2088 13.6348 5.4757
Si 10.9528 0.0343 5.4311
Si 13.6919 2.728 5.3489
Si 10.9277 5.4984 5.3748
Si 13.631 8.194 5.3721
Si 10.9354 10.8805 5.4959
Si 13.7326 13.6448 5.459
Si 1.3838 1.3609 6.7612
Si 4.0947 4.059 6.758
Si 1.3376 6.8077 6.7741
Si 4.0562 9.5276 6.7855
Si 1.3192 12.2873 6.7771
Si 4.0552 15.0355 6.7988
Si 6.8188 1.3979 6.7868
Si 9.5648 4.1329 6.7624
Si 6.8287 6.7681 6.7669
Si 9.5674 9.5106 6.8342
Si 6.8151 12.276 6.8162
Si 9.5844 15.0441 6.7873
Si 12.3323 1.3934 6.769
Si 15.0304 4.089 6.7499
Si 12.298 6.828 6.7716
Si 14.9895 9.5592 6.7626
Si 12.3308 12.2784 6.801
Si 15.0838 15.0468 6.7807
Si 0.0026 2.7278 8.1242
Si 2.716 0.0063 8.1669
Si 16.3744 8.1908 8.1291
Si 2.7268 5.4405 8.1217
Si 0.001 13.6695 8.1656
Si 2.7101 10.9294 8.1415
Si 5.452 2.7305 8.1626
Si 8.1969 0.0097 8.1361
Si 5.458 8.1612 8.1247
Si 8.1979 5.4505 8.1626
Si 5.4472 13.6703 8.1556
Si 8.192 10.9047 8.1654
Si 10.9375 2.7468 8.1245
Si 13.6911 0.0092 8.1298
Si 10.9493 8.1688 8.1822
Si 13.6636 5.4483 8.1332
Si 10.9515 13.6638 8.1405
Si 13.6694 10.9174 8.1721
Si 1.365 4.0873 9.5052
Si 4.094 1.3618 9.5273
Si 1.3455 9.5598 9.5011
Si 4.0917 6.805 9.4949
Si 1.3594 15.0399 9.5321
Si 4.085 12.2973 9.5206
Si 6.8315 4.0841 9.5187
Si 9.5766 1.3667 9.4989
Si 6.8145 9.5374 9.5123
Si 9.5661 6.8094 9.5319
Si 6.8329 15.0393 9.5131
Si 9.5715 12.2956 9.5042
Si 12.3003 4.0878 9.5176
Si 15.0452 1.3679 9.5112
Si 12.3008 9.5578 9.5318
Si 15.0249 6.8178 9.5096
Si 12.3155 15.042 9.4938
Si 15.0295 12.3041 9.5159

Results
total energy: -85941.792 eV
total energy less fixed offsets of O -438.35, Si -107.03 eV per atom: 12.648 eV

Forces (eV/angstrom), in the order of the atoms: element, x, y, z
Si 0.1288 -0.0433 -0.2531
Si 0.2653 -0.0865 -0.4602
Si -0.0961 0.1939 -0.3088
Si -0.0843 0.123 -0.5097
Si 0.3117 -0.1583 -0.2406
Si -0.0525 -0.1074 -0.3237
Si 0.0758 -0.0319 -0.5279
Si -0.0799 0.0883 -0.5839
Si 0.0566 -0.1441 -0.3861
Si -0.008 0.0888 -0.4956
Si 0.0019 -0.0156 -0.4863
Si -0.0311 -0.0147 -0.7749
Si 0.2446 -0.0885 -0.2896
Si -0.0062 0.0596 0.2295
Si -0.2512 0.0116 -0.2304
Si 0.1161 -0.2967 -0.0318
Si -0.2015 0.1508 -0.4474
Si -0.1095 -0.0496 -0.2105
Si -0.0286 0.099 -0.1955
Si -0.0396 0.1615 -0.1533
Si 0.1727 -0.0425 -0.2259
Si 0.0022 -0.0135 -0.246
Si -0.0334 0.0113 -0.172
Si 0.0673 -0.0294 -0.0968
Si -0.0939 -0.1534 -0.2353
Si 0.0398 -0.1449 -0.0418
Si -0.0975 0.0375 -0.259
Si -0.0219 0.0288 -0.1627
Si -0.0574 -0.0826 -0.0522
Si 0.0934 0.1491 -0.2005
Si -0.1082 -0.0284 -0.2793
Si -0.1998 -0.1396 -0.248
Si -0.0131 0.2698 -0.0602
Si -0.0372 -0.0235 -0.2445
Si 0.0369 0.0502 -0.3368
Si -0.1337 0.0604 -0.349
Si 0.0362 -0.0412 0.2328
Si -0.0061 -0.0271 -0.1081
Si -0.0506 -0.0892 -0.186
Si -0.0925 0.0078 0.0414
Si 0.0068 -0.0846 -0.0606
Si -0.0757 0.0301 0.1326
Si 0.0952 -0.0029 -0.0373
Si 0.0132 0.1004 0.3783
Si 0.0692 -0.0455 0.2695
Si -0.0083 0.0055 0.023
Si 0.0412 0.0864 0.2197
Si 0.0679 -0.1971 0.0488
Si -0.1545 -0.0244 0.0756
Si 0.1724 -0.0041 0.1607
Si -0.1134 0.1519 -0.2204
Si 0.0714 -0.1098 -0.0561
Si 0.1361 0.0312 0.254
Si -0.0699 0.1588 0.1434
Si -0.0144 -0.0302 -0.2918
Si 0.0627 -0.0649 -0.0061
Si 0.058 0.1937 0.0639
Si -0.0003 0.0384 -0.1026
Si -0.0573 -0.0056 -0.0231
Si -0.0703 0.1334 -0.0344
Si 0.0497 -0.0294 -0.0973
Si -0.1135 0.0324 -0.1153
Si 0.2196 -0.1744 0.0194
Si -0.0097 -0.0519 -0.07
Si -0.1023 0.0651 -0.0608
Si 0.0047 -0.0749 -0.0935
Si -0.1089 0.039 0.0158
Si 0.0482 0.0381 -0.2511
Si 0.0979 0.0334 -0.0706
Si -0.0879 0.0361 0.0448
Si 0.0227 -0.0956 -0.0442
Si -0.0115 -0.0358 -0.1342
Si -0.0034 -0.0128 0.0056
Si -0.0029 -0.0092 0.0004
Si 0.0117 -0.0058 0.0007
Si -0.0024 -0.0168 -0.018
Si -0.0031 0.0151 -0.0077
Si -0.0125 0.0032 -0.0027
Si -0.0143 0.0019 0.0152
Si -0.0268 0.0107 -0.0029
Si 0.0101 0.031 -0.0026
Si -0.0003 -0.0094 0.0048
Si -0.0023 -0.0221 0.0123
Si 0.018 -0.0204 0.0033
Si 0.0085 0.0065 0.0039
Si 0.0191 -0.0043 0.0023
Si 0.0223 0.0075 -0.0053
Si -0.0132 0.0211 -0.0098
Si -0.0098 -0.0177 0.0125
Si -0.0122 -0.013 0.0041
Si -0.0121 0.0125 -0.0207
Si -0.0005 0.015 -0.0028
Si 0.0415 0.0337 -0.0099
Si -0.0131 0.0007 0.0026
Si 0.0357 -0.0379 0.0063
Si 0.0288 0.0066 0.0074
Si 0.0312 -0.009 0.0106
Si -0.038 -0.0184 0.0109
Si -0.0295 0.0043 -0.0089
Si 0.0114 0.0286 -0.0081
Si -0.0157 0.0091 -0.0092
Si -0.0241 -0.0045 0.0009
Si -0.0325 -0.0071 0.003
Si -0.0072 0.0322 -0.0129
Si -0.0082 -0.0191 -0.0055
Si 0.0029 -0.0225 0.0077
Si 0.021 0.0291 -0.0032
Si 0.0193 -0.0174 -0.0002
Si 0.0656 -0.0314 0.0211
Si -0.0116 -0.0179 0.0399
Si -0.0008 -0.0239 -0.0113
Si -0.0418 0.007 -0.0165
Si -0.0644 0.0451 -0.0272
Si -0.0367 0.0452 -0.0172
Si -0.0158 -0.0071 0.0043
Si -0.0172 0.0106 -0.0283
Si 0.0274 -0.0534 0.0123
Si 0.0152 0.0578 0.008
Si 0.0189 -0.033 0.0169
Si -0.0083 -0.0779 0.0644
Si 0.0354 0.0112 -0.0182
Si 0.0536 0.0119 0.0197
Si 0.0056 0.0176 0.0243
Si -0.0098 0.0217 0.0026
Si -0.025 -0.0456 0.0096
Si -0.0072 -0.0261 -0.0026
Si 0.0032 0.0465 0.0173
Si 0.005 0.0135 0.0192
Si 0.0574 -0.0388 0.0051
Si 0.0052 0.0438 0.0715
Si 0.0288 -0.0083 0.0088
Si -0.0267 -0.0177 -0.041
Si 0.0198 -0.0037 0.0712
Si -0.1302 0.0087 0.0795
Si 0.0092 0.0582 -0.0302
Si -0.0507 -0.0953 -0.0351
Si -0.0302 0.0309 -0.0192
Si 0.0982 0.0805 -0.0131
Si 0.0123 -0.0211 0.0002
Si -0.0731 -0.0146 0.0016
Si -0.0268 0.009 -0.0161
Si 0.0067 0.0444 -0.038
Si -0.0121 0.0015 0.105
Si 0.0736 -0.0097 0.0555
Si 0.0225 0.0076 0.1439
Si -0.0712 -0.049 -0.0417
Si 0.1003 -0.0412 0.0857
Si -0.0329 0.0038 0.0444
Si -0.1693 0.0929 0.0476
Si 0.0436 0.0296 0.0397
Si 0.0761 0.01 0.1596
Si 0.0502 -0.0177 0.1022
Si 0.004 0.0468 -0.0831
Si 0.0471 0.0098 0.011
Si -0.0509 -0.0635 0.0298
Si -0.0278 -0.134 -0.0056
Si 0.1668 -0.0211 -0.0542
Si 0.0525 0.0766 0.0458
Si -0.0637 0.0309 0.0788
Si -0.0126 -0.0746 0.0944
Si -0.0382 -0.0336 0.0837
Si 0.0308 0.0997 0.0227
Si -0.1315 0.083 -0.0171
Si -0.0528 0.035 0.1574
Si 0.0424 0.07 -0.1817
Si 0.0316 -0.0356 -0.0334
Si -0.0905 0.0197 -0.0011
Si -0.0965 0.0228 -0.1828
Si 0.0299 -0.1265 0.1466
Si 0.0137 -0.0444 -0.1687
Si -0.047 0.0576 0.1258
Si 0.0801 -0.0861 -0.0023
Si -0.0221 0.0839 -0.085
Si -0.0929 0.0287 0.2597
Si -0.0933 0.0501 -0.1329
Si 0.0368 -0.0864 -0.1897
Si -0.1172 0.1204 0.0236
Si 0.0435 -0.0038 -0.0474
Si 0.1103 -0.0963 0.1831
Si 0.0993 -0.101 -0.0422
Si -0.0696 0.033 0.2056
Si 0.0725 -0.0882 0.1015
Si 0.0405 -0.0443 0.0816
Si -0.0018 0.0523 0.1798
Si -0.0007 0.1536 0.2174
Si 0.2373 0.0388 0.3641
Si 0.169 -0.0199 0.1779
Si -0.2034 0.0649 0.5446
Si 0.0531 0.0728 0.3384
Si 0.0485 -0.0878 0.2292
Si 0.0263 0.0598 0.27
Si 0.1125 -0.2747 0.2789
Si 0.1044 0.0199 0.4471
Si 0.053 -0.0473 0.0753
Si 0.031 -0.2575 0.1408
Si -0.1531 -0.0911 0.3401
Si -0.1568 0.0644 0.3573
Si 0.005 -0.074 0.2419
Si -0.1623 -0.0477 0.3525
Si -0.3216 0.0189 0.4925
Si 0.1888 -0.1452 0.3832
Si -0.114 0.0136 0.0701
Si 0.1687 -0.0474 0.2388
Si -0.0367 0.0955 0.263
Si -0.2456 0.2439 -0.0341
Si 0.0392 0.2875 -0.6621
Si -0.3242 -0.157 0.0465
Si 0.1125 0.0478 0.0846
Si -0.0038 -0.2108 0.1233
Si -0.4179 0.3867 -0.2283
Si 0.0591 0.0533 0.0522
Si 0.0828 0.056 0.3617
Si 0.1127 -0.0966 0.173
Si 0.0408 -0.1288 0.5127
Si 0.1651 -0.1203 0.0711
Si 0.043 0.0297 0.2235
Si 0.2213 0.0138 0.1369
Si 0.108 0.2144 0.6537
Si 0.1098 -0.0711 -0.2533
Si 0.0763 -0.1923 0.2788
Si -0.1108 -0.0197 -0.3209
Si -0.1369 0.1225 0.2728
Si 0.2269 0.0105 -0.2555
Si -0.1809 -0.387 0.2531
Si -0.3051 -0.0001 0.2868
Si 0.155 -0.3131 0.3941
Si 0.0996 0.0077 0.435
Si -0.1352 0.1978 0.3447
Si 0.0117 0.2387 0.1214
Si 0.1158 -0.0275 -0.3304
Si -0.0273 -0.2057 -0.2414
Si -0.0726 0.0993 -0.0423
Si 0.0953 -0.1025 -0.5187
Si -0.1626 0.2546 0.1608
Si 0.1415 -0.1723 -0.1525
Si -0.1519 0.0882 -0.1198
Si 0.0572 0.0879 -0.2175
Si -0.1221 -0.3394 0.3139
Si 0.1767 -0.3063 0.4759
Si -0.08 0.1493 -0.4393
Si -0.1921 -0.2004 0.5664
Si 0.0575 0.1859 -0.4854
Si -0.0146 -0.0449 0.5558
Si 0.1028 -0.1914 -0.5748
Si 0.0378 -0.1848 -0.5673
Si 0.0559 -0.0124 -0.3765
Si 0.1499 -0.4647 0.1909
Si 0.37 0.0801 -0.6785
Si -0.0654 -0.0342 0.0158
Si -0.0127 -0.0762 -0.4198
Si -0.17 -0.0706 -0.4156
Si -0.2299 -0.0817 0.1998
Si -0.0238 0.0053 -0.3468
Si 0.0945 0.2396 0.0372
Si 0.0856 0.0159 -0.3489
Si -0.073 -0.0733 -0.405
O 0.1478 0.2061 -0.0221
O -0.0277 0.0816 0.3791
O 0.0169 0.0039 0.8407
O -0.2252 0.0737 0.1151
O -0.1477 0.0546 -0.0465
O -0.0741 0.1598 0.7338
O -0.0034 0.0526 0.4434
O -0.3346 -0.0218 -0.0464
O -0.169 -0.0315 0.0923
O -0.1174 -0.3386 0.4077
O 0.1338 -0.0469 0.7644
O -0.0992 0.0321 -0.1159
O -0.0146 0.0003 -0.0505
O 0.2295 0.0731 0.8207
O -0.0601 -0.2163 0.201
O 0.1486 0.1857 0.3846
O -0.126 0.2504 0.7173
O -0.2266 -0.0076 0.396
O 0.0508 -0.1854 0.6351
O -0.1329 -0.0639 0.3878
O -0.2101 -0.0359 -0.0088
O -0.1557 0.3077 -0.3606
O -0.2553 0.2624 0.0779
O 0.2782 0.1531 0.3708
O 0.0169 0.023 0.4247
O -0.3216 0.1855 0.0058
O -0.1264 0.1242 0.1023
O 0.0406 -0.2195 0.3265
O -0.1411 0.226 0.3644
O 0.0207 0.0347 -0.2182
O -0.1958 -0.2796 0.5335
O 0.0321 -0.3039 0.521
O 0.1343 -0.0085 -0.0919
O 0.188 0.2599 0.6025
O -0.1245 -0.1855 -0.1791
O 0.275 -0.0311 -0.0348
O 0.2736 0.0421 -0.4041
O 0.4012 -0.0354 -0.5973
O 0.1537 -0.1238 0.2141
O -0.1124 -0.1266 -0.7417
O -0.0078 0.1892 -0.1497
O -0.1103 -0.0968 -0.5972
O -0.2861 0.0412 -0.1802
O -0.0796 0.4528 -0.6253
O -0.1721 0.0249 -0.2115
O 0.0736 -0.1614 -0.4314
O 0.1667 0.0244 -0.3381
O 0.354 -0.2957 -0.1453
O -0.1077 0.0618 -0.089
O 0.169 0.1912 0.3303
O 0.1326 -0.154 0.0596
O -0.1543 -0.0873 -0.392
O -0.045 0.1278 -0.3705
O 0.136 0.0787 0.0431
O 0.1354 0.1687 -0.3593
O 0.1131 0.3937 -0.352
O 0.2494 0.1264 -0.3101
O 0.2382 0.1156 -0.437
O -0.0611 0.2481 -0.6205
O -0.1423 0.1878 -0.3756
O 0.1264 0.0118 -0.3913
O 0.3732 -0.1341 -0.686
O -0.0691 0.0339 0.0103
O 0.0207 -0.2768 -0.1131
O -0.1196 0.0735 -0.3495
O -0.15 -0.0269 -0.3126
O -0.0962 0.0635 -0.1625
O -0.3564 0.1986 0.1139
O -0.0169 -0.0751 -0.4141
O -0.132 0.075 -0.0403
O -0.1342 -0.1024 0.1049
O -0.1054 0.086 -0.4711
O -0.0943 -0.1143 0.0358
O -0.1628 0.0143 0.063
O -0.0002 0.1079 0.0985
O -0.0895 0.1411 0.3048
O -0.1765 0.0128 0.4518
O 0.2463 -0.1859 0.32
O -0.0301 -0.2714 -0.3266
O 0.2506 0.1783 -0.1736
O -0.0962 0.156 0.0726
O 0.3804 -0.3744 0.6746
O 0.0617 -0.0101 0.4166
O 0.0932 0.1915 -0.2836
O -0.0519 -0.1184 -0.0611
O 0.1244 -0.1005 0.102
O -0.1082 -0.0667 -0.0321
O 0.1224 -0.3008 -0.3506
O 0.0381 0.0662 0.1875
O -0.0139 -0.2285 0.2104
O -0.0639 0.0776 0.1702
O 0.1394 -0.1102 0.0379
O -0.4772 -0.0257 0.1415
O 0.346 0.1574 0.195
O 0.0594 0.0873 0.0392
O -0.1459 -0.1018 0.3006
O 0.2379 0.3753 0.5558
O 0.1505 -0.0474 0.257
O -0.1657 0.2571 -0.0281
O -0.1608 0.1451 -0.0497
O -0.0758 -0.0676 0.8094
O -0.2605 -0.0105 0.2169
O -0.2007 0.1095 -0.0081
O 0.2234 -0.0824 0.2356
O -0.1841 0.2767 0.5263
O 0.0699 -0.1041 -0.2858
O 0.2588 0.2862 -0.0675
O 0.2153 -0.098 -0.2807
O 0.0768 -0.2632 0.0335
O -0.2094 -0.3979 -0.3568
O -0.0231 -0.0529 0.1245
O -0.2528 0.1459 -0.1723
O 0.0466 0.0337 0.2874
O 0.1729 0.0311 -0.0942
O -0.1254 0.0051 0.2804
O -0.1 0.005 -0.1398
Si 0.0046 0.0578 -0.0083
Si -0.0537 0.0455 -0.0212
Si 0.0804 0.0066 -0.0471
Si 0.0046 -0.0617 -0.0394
Si -0.0389 -0.0583 -0.0147
Si -0.0021 -0.1061 0.0016
Si 0.0429 -0.0133 0.0151
Si 0.0561 -0.0047 -0.0306
Si -0.0694 -0.0053 -0.0224
Si -0.1204 0.0704 0.0233
Si 0.0341 0.0184 0.0019
Si -0.0039 0.0509 0.0462
Si 0.0267 -0.0008 -0.0136
Si 0.0201 -0.0671 -0.0407
Si 0.0483 0.0032 -0.0398
Si 0.012 0.0011 -0.0521
Si -0.0281 -0.0186 0.0194
Si -0.0358 0.0725 0.0438
Si 0.0052 -0.0419 0.0005
Si 0.0748 -0.0451 -0.0162
Si 0.0062 -0.0019 0.0288
Si 0.0028 0.0393 0.0036
Si 0.0041 0.06 -0.0125
Si -0.0094 0.0366 -0.0032
Si -0.0401 0.004 0.0011
Si -0.0663 0.0069 0.004
Si 0.0969 -0.0245 -0.0029
Si -0.0134 0.0229 0.0154
Si -0.0114 0.0208 0.0282
Si -0.002 -0.0459 0.014
Si -0.042 0.0088 0.0195
Si -0.0273 0.0208 0.017
Si -0.0351 0.0136 -0.0059
Si -0.019 0.0697 -0.0212
Si 0.0503 -0.057 -0.014
Si 0.0247 -0.0655 0.0103
Si 0.0005 0.0046 -0.0208
Si 0.0002 -0.0137 0.0121
Si 0.0085 -0.0223 -0.0062
Si -0.013 0.0358 -0.0144
Si -0.0108 -0.0236 0.0171
Si 0.0272 0.0065 -0.0064
Si 0.004 -0.006 0.0207
Si 0.0143 -0.0079 0.0026
Si -0.0191 0.0012 -0.0204
Si -0.0391 -0.0063 0.0136
Si 0.0261 -0.0198 0.0072
Si -0.0194 -0.0294 0.015
Si 0.0321 -0.0082 -0.0007
Si -0.0026 0.0063 -0.001
Si 0.0167 0.0307 0.0022
Si -0.0044 -0.0167 0.0008
Si -0.03 0.0216 -0.0012
Si -0.0124 0.0061 0.0081
Si 0.0168 0.0051 -0.0172
Si 0.0193 -0.0123 0.0011
Si 0.009 0.0247 -0.0105
Si 0.0217 -0.0198 -0.015
Si 0.0167 -0.0135 0.0037
Si -0.0003 0.011 0.0028
Si 0.022 -0.001 0.0062
Si -0.0199 -0.0111 -0.0066
Si 0.0034 0.0272 0.0004
Si -0.017 0.0169 0.0029
Si -0.0199 0.008 0.0028
Si -0.0039 -0.0039 0.0005
Si -0.0324 0.0128 -0.0055
Si -0.0014 0.0018 -0.0064
Si 0.013 -0.0053 0.0074
Si -0.0141 0.0202 -0.0123
Si 0.0134 -0.0306 0.0062
Si -0.0058 -0.0007 0.0002
